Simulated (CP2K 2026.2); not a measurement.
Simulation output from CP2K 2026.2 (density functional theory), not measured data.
Periodic cell of 534 atoms, Si358O176, from a study of silicon, its oxide and their interface. The atomic structure is a simulated model.
Doubt: the forces sum to 1.49 eV/angstrom along one axis rather than to zero, so they err by at least 0.0028 eV/angstrom per atom on average; the grid cutoff is modest.

Settings: functional PBE; method Gaussian and plane waves; basis set DZVP-MOLOPT-SR-GTH; pseudopotentials GTH-PBE; grid cutoff 350 Ry, relative cutoff 50 Ry; k points Gamma only; occupations fixed; spin none; net charge 0.

Cell vectors (angstrom)
a 16.32 0 0
b 0 16.32 0
c -0.4546 0.0782 34.932

Atoms and the computed forces on them: element, x, y, z (angstrom), force x, y, z (eV/angstrom)
Si 15.557 0.681 34.534 0.361 -0.536 0.661
Si 2.049 2.877 34.699 0.18 0.06 0.71
Si 15.17 6.125 34.79 0.181 -0.198 0.811
Si 2.339 8.071 34.815 -0.193 0.14 0.773
Si 15.49 11.209 34.863 0.137 -0.056 0.791
Si 2.882 13.296 0.054 -0.357 0.363 0.644
Si 5.06 16.113 34.849 -0.262 0.33 0.769
Si 7.815 2.657 34.688 -0.167 0.08 0.731
Si 4.552 5.844 34.901 0.192 -0.039 0.779
Si 8.066 7.979 34.802 -0.347 0.22 0.779
Si 5.132 11.013 0.371 0.139 -0.31 0.724
Si 7.103 13.674 34.811 0.538 -0.214 0.703
Si 9.987 0.355 34.633 0.132 -0.242 0.729
Si 13.104 2.714 34.772 -0.261 0.241 0.808
Si 10.206 5.598 34.838 0.221 -0.213 0.715
Si 13.472 8.191 0.323 -0.022 0.023 0.605
Si 11.321 10.341 0.049 0.011 0.194 0.874
Si 13.415 13.504 34.876 -0.136 0.023 0.734
Si 1.158 1.545 1.19 0.003 -0.021 -0.077
Si 3.911 4.096 1.171 -0.037 0.034 -0.049
Si 1.126 6.896 1.144 0.011 -0.052 -0.046
Si 3.895 9.404 1.4 -0.016 -0.058 -0.045
Si 1.198 12.247 1.277 -0.027 -0.018 -0.057
Si 3.913 15.004 1.269 0.037 0.028 -0.038
Si 6.668 1.41 1.07 0.01 -0.009 -0.019
Si 9.426 4.021 1.216 -0.012 0.012 -0.058
Si 6.731 6.878 1.132 0.036 0.005 -0.051
Si 9.54 9.455 1.298 -0.032 0.024 -0.094
Si 6.675 12.234 1.549 0.009 0.055 -0.034
Si 9.354 14.857 0.941 -0.029 -0.044 -0.056
Si 12.02 1.383 1.111 -0.017 -0.018 -0.018
Si 14.724 4.235 1.137 0.024 -0.012 -0.045
Si 12.086 6.699 1.397 -0.023 -0.008 -0.049
Si 14.887 9.636 1.423 0.029 0.022 -0.066
Si 12.267 12.193 1.197 -0.038 0.05 -0.096
Si 15.051 15.086 1.043 0.011 0.099 -0.036
Si 16.107 2.872 2.532 -0.001 0.015 0.027
Si 2.521 0.096 2.518 0.007 0.009 0.031
Si 16.257 8.227 2.671 0.005 0.009 0.021
Si 2.488 5.45 2.503 0.011 0.004 0.019
Si 16.248 13.725 2.579 -0.012 -0.024 0.011
Si 2.536 10.861 2.657 0.02 0.016 0.021
Si 5.316 2.743 2.494 0.018 0.005 -0.022
Si 8.046 16.289 2.417 -0.017 -0.005 0.025
Si 5.398 8.132 2.639 -0.007 -0.011 0.036
Si 8.015 5.427 2.515 -0.012 -0.01 0.025
Si 5.261 13.676 2.733 -0.041 -0.006 0.006
Si 8.154 10.838 2.653 0.016 -0.06 0.015
Si 10.773 2.705 2.6 0.011 0.007 -0.005
Si 13.494 0.011 2.398 0.007 -0.01 0.012
Si 10.751 8.084 2.732 0.019 0.029 0.068
Si 13.462 5.405 2.707 -0.015 -0.015 0.033
Si 10.767 13.583 2.404 0.016 0.025 -0.012
Si 13.51 10.958 2.74 -0.007 -0.03 0.046
Si 1.19 4.13 3.941 -0.01 0.018 0.02
Si 3.943 1.407 3.874 -0.008 -0.012 0.008
Si 1.246 9.543 4.07 -0.01 0.01 0.023
Si 3.942 6.762 3.898 -0.009 -0.015 -0.043
Si 1.259 15.04 3.959 0.017 0 0.016
Si 3.909 12.247 3.995 0.019 0.01 0.016
Si 6.663 4.077 3.894 0.006 0 0.012
Si 9.375 1.314 3.87 -0.005 -0.017 -0.001
Si 6.721 9.52 3.989 -0.004 0.002 -0.002
Si 9.338 6.741 3.994 -0.005 -0.019 -0.011
Si 6.702 15.045 3.94 0.008 0.028 -0.004
Si 9.477 12.277 3.922 0.019 0.03 0.005
Si 12.1 4.042 4.012 -0.034 0.006 0.023
Si 14.779 1.407 3.842 -0.005 0.014 -0.027
Si 12.128 9.525 4.015 -0.002 0.004 -0.028
Si 14.851 6.829 3.974 0.014 0.012 -0.031
Si 12.129 14.964 3.799 0.011 -0.038 -0.02
Si 14.885 12.356 3.99 -0.004 0.01 -0.009
Si -0.123 0.025 10.741 -0.011 0.009 -0.002
Si 2.605 2.744 10.748 -0.002 -0.003 0.008
Si -0.132 5.472 10.755 -0.006 0.017 0.007
Si 2.606 8.204 10.76 0.003 -0.006 0.005
Si -0.103 10.928 10.749 -0.003 -0.001 0.004
Si 2.604 13.627 10.729 -0.005 -0.003 -0.005
Si 5.31 16.333 10.735 -0.006 0.003 -0.01
Si 8.021 2.723 10.741 -0.001 -0.011 -0.006
Si 5.322 5.47 10.746 0.013 -0.011 -0.003
Si 8.032 8.177 10.745 0 -0.006 0
Si 5.319 10.908 10.764 -0.005 0.005 0.001
Si 8.027 13.609 10.766 0.003 0.002 -0.003
Si 10.735 16.311 10.762 0.004 -0.007 -0.002
Si 13.46 2.724 10.746 0.018 0.015 -0.001
Si 10.73 5.448 10.73 0 0.004 -0.006
Si 13.477 8.182 10.739 0.005 -0.002 -0.005
Si 10.743 10.895 10.762 -0.005 -0.006 0.012
Si 13.464 13.606 10.757 -0.002 -0.005 0.003
Si 1.244 1.381 12.101 -0.005 -0.001 0.009
Si 3.981 4.103 12.099 0.012 0.039 -0.001
Si 1.223 6.863 12.103 -0.003 -0.013 0.007
Si 3.965 9.556 12.142 -0.016 -0.015 0.012
Si 1.274 12.272 12.119 0.009 0.013 0.006
Si 3.955 14.976 12.105 0.01 0.001 -0.004
Si 6.666 1.362 12.105 -0.009 0.009 0.007
Si 9.355 4.106 12.098 0.004 0.001 0.006
Si 6.66 6.841 12.116 0 -0.004 0
Si 9.377 9.532 12.12 0.009 -0.009 -0.002
Si 6.666 12.26 12.146 -0.002 -0.008 0.011
Si 9.385 14.949 12.145 0.006 -0.002 0.013
Si 12.104 1.35 12.105 -0.015 -0.001 0
Si 14.82 4.093 12.097 -0.031 -0.016 -0.002
Si 12.095 6.818 12.078 0.005 -0.001 -0.009
Si 14.846 9.556 12.082 0.004 -0.002 -0.006
Si 12.102 12.251 12.128 0.009 0.003 0.008
Si 14.843 14.965 12.088 0 -0.001 -0.013
Si -0.132 2.73 13.447 0 0.015 0.005
Si 2.614 0.03 13.466 -0.003 0.008 -0.006
Si -0.111 8.25 13.481 -0.01 0.007 0.012
Si 2.623 5.505 13.406 0 -0.016 -0.01
Si -0.092 13.642 13.455 -0.019 0.01 0.004
Si 2.622 10.922 13.521 0.018 0.001 0.012
Si 5.337 2.741 13.474 0.004 -0.009 0
Si 7.989 16.3 13.481 -0.006 0.003 -0.004
Si 5.339 8.213 13.512 0.019 -0.003 0.003
Si 7.984 5.462 13.478 0 0.022 -0.003
Si 5.28 13.615 13.502 -0.012 0.01 0.003
Si 8.025 10.885 13.505 0.002 -0.001 0.006
Si 10.72 2.728 13.421 -0.001 -0.001 0.002
Si 13.462 16.281 13.452 0.017 -0.008 0.002
Si 10.731 8.151 13.46 0.006 0 0.006
Si 13.455 5.469 13.435 0.007 0 -0.003
Si 10.74 13.581 13.523 -0.002 -0.009 0.01
Si 13.482 10.883 13.456 0.016 -0.011 0.002
Si 1.272 4.135 14.721 -0.003 0.025 -0.027
Si 3.984 1.384 14.829 0.008 -0.001 -0.003
Si 1.239 9.611 14.903 -0.03 -0.014 0.004
Si 3.935 6.863 14.821 -0.015 -0.023 -0.011
Si 1.267 14.997 14.835 0.015 0.009 0.016
Si 3.977 12.258 14.932 -0.004 0.002 0.013
Si 6.638 4.118 14.88 0.004 -0.005 0.01
Si 9.344 1.382 14.78 0.014 0.001 -0.021
Si 6.687 9.562 14.927 -0.027 -0.021 0.007
Si 9.34 6.815 14.834 -0.003 0.012 -0.001
Si 6.625 14.954 14.88 0.014 0.008 0.011
Si 9.381 12.205 14.898 0.007 -0.014 -0.001
Si 12.071 4.096 14.763 -0.006 0.011 -0.005
Si 14.841 1.309 14.781 0.027 0.018 -0.017
Si 12.109 9.506 14.795 -0.005 0.004 0.011
Si 14.824 6.857 14.765 -0.028 -0.007 -0.016
Si 12.124 14.934 14.867 0.031 0.013 0.019
Si 14.879 12.249 14.775 0.004 -0.007 -0.011
Si -0.094 16.337 16.207 -0.017 0.026 0.048
Si 2.602 2.791 16.099 -0.027 0.05 -0.037
Si -0.024 5.562 16.033 0.031 -0.044 -0.025
Si 2.653 8.263 16.223 0.016 0.001 -0.005
Si -0.132 11 16.269 0.029 0.029 0.036
Si 2.565 13.625 16.248 -0.007 0.003 -0.004
Si 5.289 16.347 16.258 -0.027 0.022 0.025
Si 8.03 2.73 16.202 -0.016 0.029 -0.011
Si 5.197 5.466 16.214 0.011 -0.014 0.008
Si 8.038 8.168 16.278 0.029 -0.013 0.022
Si 5.38 10.945 16.351 0.033 0.001 0.011
Si 7.966 13.551 16.232 -0.02 -0.014 -0.013
Si 10.706 0.036 16.116 -0.017 0.003 0.009
Si 13.469 2.715 16.034 -0.022 0.006 0.011
Si 10.655 5.388 16.145 -0.006 -0.033 -0.04
Si 13.438 8.144 16.164 0.032 -0.018 0.024
Si 10.766 10.797 16.22 -0.009 -0.034 0.011
Si 13.538 13.523 16.177 -0.022 -0.015 -0.011
Si 1.282 1.49 17.485 0.006 -0.006 -0.009
Si 3.774 4.147 17.605 -0.015 0.004 -0.027
Si 1.26 6.91 17.511 0.002 0.016 -0.021
Si 3.964 9.622 17.68 -0.009 0.01 0.014
Si 1.186 12.408 17.744 -0.027 0.024 -0.036
Si 3.909 14.971 17.614 -0.001 -0.031 -0.032
Si 6.646 1.443 17.587 -0.013 -0.008 0.005
Si 9.372 4.045 17.626 0.028 0.004 0.028
Si 6.563 6.813 17.54 -0.007 -0.013 -0.011
Si 9.498 9.423 17.695 0.023 -0.027 -0.001
Si 6.776 12.232 17.826 0.029 -0.008 0.018
Si 9.314 14.994 17.441 0.02 0.045 -0.019
Si 12.066 1.433 17.421 -0.021 0.034 -0.039
Si 14.963 4.089 17.197 0.04 -0.017 -0.068
Si 12.035 6.707 17.446 -0.015 0.027 -0.018
Si 14.785 9.557 17.488 -0.007 -0.009 -0.051
Si 12.187 12.125 17.528 0.046 -0.016 0.002
Si 14.921 14.861 17.528 0.019 -0.051 -0.03
Si -0.067 2.943 18.759 0.045 0.083 0.079
Si 2.496 0.07 18.889 0.008 -0.052 0.059
Si -0.073 8.321 18.811 0.027 0.04 0.054
Si 2.444 5.575 19.031 0.017 -0.04 0.061
Si -0.191 13.732 19.28 0.036 0.016 0.032
Si 2.598 11.03 19.042 -0.02 0.011 0.067
Si 5.127 2.739 18.908 0.02 -0.008 0.067
Si 8.044 0.048 18.887 -0.002 0.003 0.033
Si 5.35 8.246 19.005 0.017 -0.032 0.002
Si 7.775 5.293 18.862 -0.092 -0.034 0.049
Si 5.299 13.691 19.068 0.016 0.011 0.039
Si 8.35 10.866 19.191 -0.005 0.024 0.013
Si 10.87 2.774 19.004 0.01 0.023 0.081
Si 13.491 16.316 18.57 0.001 0.002 -0.003
Si 10.75 7.849 19.049 -0.11 -0.021 0.048
Si 13.588 5.352 18.49 0.007 0 0.074
Si 10.829 13.667 18.611 0.022 -0.008 0
Si 13.412 10.69 19.016 -0.036 0.001 0.038
Si 0.638 4.665 20.327 0.253 -0.177 -0.743
Si 4.086 1.125 20.239 -0.221 0.17 -0.745
Si 0.993 9.864 20.291 0.089 -0.11 -0.832
Si 4.059 6.743 20.303 -0.144 0.243 -0.727
Si 0.805 15.74 20.431 0.095 -0.478 -0.703
Si 3.859 12.455 20.479 -0.042 -0.01 -0.785
Si 6.086 4.31 20.308 0.373 -0.165 -0.791
Si 9.766 1.034 20.15 -0.144 0.342 -0.76
Si 7.1 9.198 20.332 -0.121 0.226 -0.836
Si 8.958 6.67 20.244 0.415 -0.092 -0.79
Si 6.456 15.337 20.302 0.185 -0.221 -0.785
Si 9.976 12.383 20.309 -0.051 -0.33 -0.669
Si 12.874 3.689 19.978 -0.441 0.061 -0.744
Si 14.845 1.411 19.734 0.052 0.002 -0.572
Si 12.44 8.851 20.361 -0.138 0.307 -0.717
Si 14.801 6.833 19.806 -0.041 0.041 -0.578
Si 12.02 15.167 19.914 0.179 -0.099 -0.73
Si 14.932 11.907 20.34 -0.118 0.217 -0.809
Si 0.543 3.402 23.185 0.022 0.151 -0.162
Si 15.748 4.948 25.296 0.135 0.014 0.014
Si 5.106 7.959 26.411 -0.055 -0.064 0.074
Si 2.869 8.597 22.519 0.069 -0.041 -0.219
Si 2.637 13.416 23.085 -0.017 0.017 -0.233
Si 3.951 15.595 24.691 0.029 -0.006 -0.073
Si 9.857 6.58 24.956 0.015 0.178 -0.186
Si 6.817 3.614 23.266 -0.129 -0.045 -0.104
Si 8.399 14.203 22.392 -0.002 0.161 -0.094
Si 3.53 14.669 27.718 -0.043 0.032 -0.04
Si 7.154 12.205 24.523 0.017 -0.015 -0.275
Si 6.62 0.987 24.722 -0.09 0.092 -0.155
Si 15.439 16.36 26.318 0.025 0.1 -0.028
Si 9.425 4.559 22.636 -0.096 0.083 -0.292
Si 14.502 2.487 24.516 0 -0.023 -0.053
Si 12.425 15.655 26.555 -0.03 -0.044 -0.052
Si 12.555 12.936 21.91 -0.069 -0.168 -0.348
Si 15.935 0.081 29.33 0.03 0.132 0.067
Si 2.733 7.481 28.072 0.02 -0.032 -0.108
Si 15.302 9.683 27.399 0.044 0.035 0.032
Si 10.427 12.086 32.611 0.175 0.009 0.154
Si 0.528 13.903 25.05 0.116 0.074 -0.176
Si 14.729 12.338 26.28 0.054 0.007 -0.03
Si 7.861 0.169 27.434 0.048 -0.049 -0.12
Si 6.994 2.022 29.539 0.031 0.077 0.168
Si 6.956 5.913 25.315 0.288 -0.116 -0.078
Si 5.386 10.546 22.493 -0.03 0.003 -0.12
Si 8.799 13.862 28.122 -0.076 0.082 0.016
Si 12.036 5.05 22.382 0.008 -0.053 -0.076
Si 2.331 0.908 22.671 -0.01 -0.109 -0.428
Si 11.69 7.873 22.942 -0.162 0.161 -0.093
Si 9.641 11.58 26.144 -0.125 -0.068 0.078
Si 11.588 1.92 24.911 -0.153 0.071 -0.094
Si 9.55 11.933 29.924 0.147 0.146 0.053
Si 11.05 4.686 29.649 0.132 -0.13 0.096
Si -0.154 1.899 31.721 -0.089 -0.106 0.217
Si 3.245 10.098 29.31 0.135 0.097 0.103
Si 13.279 8.652 28.924 -0.122 -0.045 0.125
Si 9.288 0.594 23.081 0.184 -0.075 -0.105
Si 2.763 12.629 32.229 0.019 -0.109 0.29
Si 2.583 0.37 29.701 -0.004 0.151 0.134
Si 13.632 6.405 24.343 -0.065 0.015 -0.295
Si 9.015 6.924 29.41 -0.098 -0.115 0.108
Si 2.493 8.766 25.44 -0.025 -0.121 -0.058
Si 5.891 10.121 27.951 -0.083 -0.003 0.092
Si 1.711 12.839 29.445 0.002 0.057 0.056
Si 10.222 9.421 28.415 0.189 0.144 -0.112
Si 14.617 6.967 26.908 0.063 -0.114 0.074
Si 7.869 4.539 27.817 0.067 0.079 0.063
Si 15.852 8.562 30.097 0.024 -0.031 0.177
Si 10.802 4.454 26.78 0.103 -0.002 -0.07
Si 12.177 13.015 30.655 0.02 0.09 0.134
Si 1.955 3.102 29.926 -0.101 0.032 -0.008
Si 0.287 4.577 32.636 0.03 -0.154 -0.015
Si 1.012 9.937 32.629 -0.011 0.078 0.227
Si 1.006 5.741 29.901 -0.134 -0.01 0.183
Si 14.95 13.502 29.212 0.019 -0.031 0.141
Si 5.326 12.646 26.684 -0.1 -0.015 -0.054
Si 6.424 4.749 32.704 0.065 -0.103 0.227
Si 4.749 3.236 30.93 -0.083 0.095 0.067
Si 7.398 7.618 31.981 -0.002 -0.023 0.195
Si 9.715 2.226 30.64 0.038 -0.026 0.119
Si 3.595 1.159 32.618 -0.165 -0.009 0.048
Si 5.776 11.831 32.795 0.007 0.155 0.254
Si 12.072 12.894 25.042 0.046 0.146 -0.125
Si 11.409 3.863 32.442 -0.077 0.083 0.141
Si 5.769 9.749 30.802 -0.117 -0.013 0.134
Si 10.424 16.266 28.669 0.008 0.176 0.032
Si 2.563 11.75 25.361 -0.028 0.002 -0.167
Si 11.428 14.694 32.864 -0.022 0.107 0.081
O -0.182 0.833 32.972 0.326 -0.184 -0.273
O 14.208 1.573 34.429 -0.231 -0.035 -0.312
O 2.532 1.616 33.76 -0.156 -0.482 0.153
O 1.294 3.985 33.762 -0.072 0.327 0.145
O 14.048 7.282 34.421 0.08 0.112 -0.595
O 15.667 5.688 33.311 -0.254 0.219 -0.599
O 1.828 8.806 33.457 0.24 0.089 -0.473
O 2.019 11.167 32.296 0.28 -0.08 -0.069
O -0.196 10.484 33.557 -0.08 -0.259 -0.475
O 14.214 8.712 30.282 -0.205 0.248 0.721
O 2.144 13.605 33.388 -0.489 0.325 -0.478
O 0.087 12.864 29.562 -0.01 -0.248 0.18
O 4.551 0.095 33.338 0.303 -0.411 -0.322
O 3.138 0.467 31.226 0.207 -0.257 0.002
O 7.29 3.563 33.412 0.173 0 -0.225
O 5.866 4.354 31.238 0.277 0.196 -0.381
O 3.447 6.943 34.38 0.123 0.111 -0.194
O 5.13 5.093 33.59 -0.261 -0.281 -0.145
O 9.157 6.796 34.526 -0.015 -0.037 -0.48
O 7.797 8.513 33.281 0.192 0.311 -0.404
O 2.376 13.336 30.83 0.345 0.427 -0.113
O 3.566 12.217 34.921 -0.2 0.124 0.033
O 6.915 12.832 33.402 0.23 -0.099 -0.553
O 6.161 14.964 34.58 0.282 0.031 -0.189
O 8.843 1.459 34.189 -0.166 -0.106 -0.421
O 10.762 16.109 33.281 0.299 0.384 -0.526
O 12.622 3.275 33.319 0.306 0.144 -0.402
O 10.389 2.638 32.063 -0.341 -0.578 0.105
O 10.693 4.984 33.39 0.059 0.308 -0.493
O 8.111 1.997 30.734 -0.288 0.133 0.524
O 15.353 8.352 26.472 0.548 0.106 -0.59
O 9.903 3.54 29.716 -0.426 0.209 -0.603
O 10.128 10.894 33.616 -0.693 -0.4 -0.278
O 11.968 9.292 34.48 -0.099 -0.121 -0.338
O 14.434 12.342 34.307 -0.095 -0.207 -0.278
O 12.81 14.407 33.653 0.345 0.451 -0.365
O 1.968 7.804 26.652 -0.724 -0.323 -0.271
O 0.997 4.16 21.834 0.273 -0.202 0.252
O 3.4 1.593 21.651 -0.161 0.316 0.317
O 7.852 0.6 23.789 -0.145 -0.255 -0.148
O 2.189 8.21 23.946 -0.56 -0.331 -0.018
O 1.698 9.255 21.62 -0.213 -0.197 0.414
O 5.136 5.581 20.683 0.154 -0.014 0.492
O 4.112 9.602 22.786 0.11 -0.116 0.422
O 12.967 2.221 24.104 -0.167 -0.015 -0.488
O 1.594 16.012 21.857 0.002 -0.08 0.175
O 4.915 11.705 21.468 0.161 -0.075 0.293
O 2.815 13.289 21.471 -0.551 0.477 0.078
O 6.224 3.586 21.768 -0.113 -0.255 0.151
O 3.623 15.89 28.768 0.468 -0.001 -0.076
O 9.157 1.301 21.63 -0.36 0.578 0.321
O 9.754 5.316 23.989 0.004 -0.229 0.392
O 6.524 9.672 21.767 0.096 -0.338 0.263
O 2.193 11.301 29.251 -0.543 -0.338 -0.108
O 8.963 5.628 21.524 -0.115 -0.015 0.117
O 8.105 7.97 20.741 0.052 0.07 0.397
O 7.091 14.91 21.743 0.019 0.241 0.462
O 5.296 0.109 20.673 0.035 0.114 0.471
O 9.009 13.288 21.226 -0.497 0.296 -0.086
O 11.33 12.059 21.231 0.182 -0.597 0.105
O 13.107 4.637 21.293 0.419 0.191 0.286
O 10.863 3.939 22.223 -0.003 -0.468 -0.163
O 13.72 2.365 20.463 -0.076 -0.193 0.354
O 13.695 7.788 20.606 -0.116 -0.133 0.435
O 11.752 9.094 21.87 -0.179 0.412 0.329
O 14.678 3.743 25.54 -0.329 -0.043 0.547
O 15.801 5.801 20.628 -0.039 0.268 0.189
O 12.621 14.4 21.215 0.603 0.383 0.461
O 10.934 16.254 20.442 0.165 0.18 0.236
O -0.174 10.902 20.812 -0.066 0.147 0.227
O 14.009 12.252 21.651 -0.008 0.035 0.637
O 6.72 5.073 23.953 -0.027 0.313 -0.34
O 2.974 0.354 24.026 -0.009 0.291 0.39
O 0.736 4.299 24.56 0.472 0.219 0.157
O 15.307 2.919 23.168 -0.297 0.032 -0.566
O 7.275 6.091 32.494 0.469 0.05 -0.041
O 4.096 8.86 25.551 0.245 0.432 -0.193
O 13.691 12.947 30.097 0.206 -0.232 0.143
O 3.85 14.287 23.729 0.539 -0.159 0.138
O 2.743 11.933 23.748 0.211 -0.253 -0.124
O 14.665 13.171 27.663 0.024 0.022 0.031
O 10.753 5.98 26.172 0.378 0.418 0.413
O 5.434 16.221 24.655 0.279 -0.342 -0.235
O 7.115 0.611 28.786 -0.361 -0.492 0.358
O 12.698 5.175 23.839 -0.066 -0.605 0.461
O 6.17 2.471 24.215 -0.572 0.088 0.118
O 4.296 7.277 27.66 0.466 -0.245 0.536
O 8.246 11.322 25.35 0.018 -0.468 -0.145
O 6.111 11.208 23.773 -0.079 -0.264 0.194
O 3.43 7.308 21.705 0.01 -0.258 0.425
O 1.186 14.019 23.561 -0.336 0.08 -0.142
O 9.507 15.297 22.88 0.324 -0.309 0.2
O 7.958 13.211 23.565 -0.075 0.138 0.412
O 8.342 12.746 29.206 -0.495 -0.178 0.111
O 11.448 6.531 22.039 -0.296 -0.054 -0.599
O 7.162 0.971 26.237 -0.17 0.438 0.164
O 15.84 0.444 20.625 -0.08 0.111 0.316
O 10.572 7.824 24.148 -0.238 0.334 0.349
O 8.403 3.39 23.012 0.242 -0.626 0.065
O 11.874 14.314 25.823 -0.149 0.128 0.203
O 15.182 5.998 24.16 0.256 0.299 -0.329
O 12.386 13.152 23.484 -0.22 0.115 0.331
O 10.412 1.392 23.926 -0.119 0.415 0.051
O 11.882 15.859 28.082 0.304 0.076 0.475
O 13.237 12.041 25.769 0.062 -0.481 0.015
O 11.909 0.671 25.85 -0.177 -0.205 0.141
O 11.779 14.495 31.281 -0.122 0.614 -0.597
O 9.285 12.067 31.497 -0.737 -0.137 0.261
O 2.214 6.219 28.927 0.32 -0.319 -0.26
O 1.955 10.282 25.645 -0.377 -0.079 0.466
O 9.317 8.085 28.319 -0.188 -0.149 -0.675
O 0.354 9.235 31.321 0.06 0.117 0
O 4.169 10.019 30.645 -0.065 -0.047 0.477
O 15.613 11.005 26.555 0.704 0.132 -0.304
O 15.415 13.163 25.067 -0.561 -0.247 -0.477
O 3.424 15.238 26.19 -0.471 0.168 0.097
O 6.253 13.167 25.472 -0.055 0.465 0.134
O 4.895 13.793 27.735 0.457 0.123 0.516
O 8.306 6.845 25.351 -0.062 0.63 0.021
O 0.879 4.178 29.337 -0.195 -0.276 -0.391
O 11.255 3.263 25.771 -0.143 0.217 -0.106
O 10.118 10.279 27.024 0.006 -0.344 -0.339
O 10.774 11.941 25.06 0.06 -0.115 -0.364
O 6.283 8.93 26.94 0.584 -0.174 -0.207
O 0.271 15.345 25.756 0.181 0.337 0.181
O 6.294 11.578 27.426 0.316 0.176 0.054
O 7.235 3.28 28.57 -0.197 0.184 -0.306
O 7.759 14.859 27.365 -0.431 -0.324 -0.457
O 9.442 0.597 27.523 0.064 0.229 -0.514
O 7.989 5.836 28.792 -0.505 0.166 0.305
O 1.384 2.053 23.243 0.093 -0.048 0.26
O 14.031 15.591 26.502 -0.029 -0.252 0.037
O 15.208 1.219 25.239 0.421 0.049 -0.115
O 13.175 7.753 23.587 0.61 0.545 -0.008
O 6.417 10.999 31.583 0.474 0.16 -0.216
O 9.59 10.376 29.547 -0.412 -0.373 0.189
O 13.813 7.222 28.297 0.088 -0.683 0.249
O 9.716 14.859 29.022 0.274 -0.244 0.289
O 15.475 1.224 30.409 -0.366 0.203 -0.301
O 10.464 0.946 29.951 0.519 -0.344 0.179
O 1.348 2.378 31.27 0.556 -0.218 0.205
O -0.119 9.387 28.723 0.484 0.463 0.067
O 14.998 15.096 29.471 -0.379 0.192 0.112
O 15.597 3.371 32.15 -0.762 0.206 -0.201
O 2.497 8.692 29.119 -0.332 -0.05 0.301
O -0.071 6.97 29.889 -0.095 -0.191 -0.346
O 3.383 3.809 30.281 -0.026 0.478 0.056
O 1.536 12.908 25.851 -0.032 -0.183 0.517
O 11.684 8.892 28.955 0.009 0.014 0.327
O 15.874 0.6 27.787 0.13 0.203 -0.185
O 2.285 13.753 28.234 -0.47 -0.061 -0.483
O 4.391 12.556 32.322 0.146 0.444 -0.396
O 1.15 5.361 31.495 0.247 0.141 0.256
O 2.329 1.83 28.998 0.288 0.226 -0.73
O 5.461 2.109 30.026 -0.048 -0.493 -0.037
O 4.391 2.532 32.333 0.371 0.308 0.175
O 8.458 7.608 30.766 0.152 0.463 -0.2
O 6.014 8.296 31.469 -0.448 -0.154 -0.211
O 15.752 5.782 26.713 0.272 -0.241 0.481
O 5.69 6.878 25.404 -0.157 -0.246 -0.27
O 1.13 15.968 29.721 0.141 -0.605 -0.125
O 4.275 10.205 28.077 -0.159 0.003 -0.46
O 6.52 9.759 29.374 0.442 -0.178 -0.215
O 5.386 10.684 33.89 0.237 -0.414 -0.235
O 9.275 4.117 27.161 -0.245 -0.162 -0.18
O 13.402 6.601 25.914 -0.444 -0.035 0.447
O 11.935 4.474 31.012 0.34 0.452 -0.277
O 11.701 4.503 28.159 0.595 -0.219 -0.135
O 10.397 6.154 29.757 0.401 0.456 0.375
O 6.905 4.918 26.58 -0.571 -0.416 -0.023
O 13.778 9.845 27.94 -0.58 0.441 -0.097
O 3.978 11.992 26.08 0.086 -0.262 0.258
O 10.378 13.537 33.348 -0.658 -0.04 0.583
O 11.916 11.991 31.919 0.436 -0.602 0.134
O 9.523 12.948 27.007 0.121 0.316 -0.333
O 11.051 12.547 29.572 0.139 0.086 -0.485
Si 16.161 0.074 5.254 -0.018 0.001 -0.007
Si 2.582 2.753 5.263 0.003 0.003 -0.012
Si 16.193 5.473 5.34 -0.011 0.007 0.009
Si 2.642 8.149 5.325 0.007 -0.009 -0.002
Si 16.197 10.942 5.357 -0.002 0.01 0.002
Si 2.581 13.645 5.331 0.011 0.007 0.011
Si 5.31 0.065 5.276 -0.011 -0.016 0.007
Si 8.031 2.703 5.247 -0.001 0.004 -0.004
Si 5.293 5.415 5.281 0.005 0.017 -0.005
Si 8.027 8.14 5.354 0.007 -0.004 0.015
Si 5.331 10.899 5.31 -0.008 0.007 0.001
Si 8.063 13.632 5.259 -0.006 -0.03 0.005
Si 10.768 16.301 5.225 0.017 0.01 -0.012
Si 13.472 2.692 5.325 0.02 -0.004 0.004
Si 10.733 5.415 5.338 0.005 0.007 0.018
Si 13.493 8.173 5.35 0.008 -0.009 0.019
Si 10.776 10.913 5.336 -0.011 -0.01 0.009
Si 13.456 13.669 5.287 -0.015 0.014 0.002
Si 1.222 1.398 6.635 0.002 0.003 -0.005
Si 3.938 4.085 6.661 0.002 -0.009 -0.001
Si 1.25 6.822 6.689 0.003 -0.009 -0.002
Si 3.983 9.531 6.677 0.014 -0.005 -0.001
Si 1.236 12.292 6.706 0.003 0.005 0.001
Si 3.974 15.001 6.651 0.009 -0.013 0.006
Si 6.667 1.395 6.654 -0.004 0.007 0.002
Si 9.37 4.047 6.663 0.007 0 -0.005
Si 6.639 6.786 6.671 -0.012 0.011 0.001
Si 9.395 9.539 6.675 0.003 -0.002 -0.005
Si 6.7 12.275 6.64 -0.021 0.01 0.012
Si 9.417 14.971 6.637 0.008 0 -0.009
Si 12.095 1.333 6.65 0.008 0.002 0.002
Si 14.829 4.086 6.671 -0.011 -0.002 -0.009
Si 12.106 6.802 6.676 -0.012 -0.001 -0.003
Si 14.839 9.556 6.697 -0.009 0.002 -0.004
Si 12.134 12.281 6.676 0.008 -0.006 -0.005
Si 14.819 15.025 6.643 -0.012 0.002 -0.003
Si 16.202 2.746 8.031 -0.009 0.011 0.001
Si 2.588 0.03 8 -0.008 0.003 -0.015
Si 16.21 8.192 8.042 0.008 0.007 -0.004
Si 2.598 5.454 8.039 0.006 0.015 -0.002
Si 16.172 13.655 8.023 -0.013 -0.008 -0.006
Si 2.614 10.908 8.024 0 0.014 -0.009
Si 5.307 2.74 8.024 -0.002 0.004 0.003
Si 8.038 16.333 7.996 0.002 0.001 -0.007
Si 5.318 8.17 8.046 -0.006 -0.004 0.007
Si 8.02 5.432 8.015 0.002 -0.025 -0.011
Si 5.334 13.63 8.008 0.012 0 0
Si 8.031 10.903 8.025 -0.002 -0.001 -0.006
Si 10.742 2.7 8.019 -0.006 -0.007 -0.007
Si 13.461 16.337 8.038 -0.004 -0.002 -0.002
Si 10.755 8.179 8.032 0.01 0 -0.002
Si 13.463 5.44 8.033 0.01 0.006 -0.003
Si 10.751 13.618 8.031 0.001 -0.005 -0.001
Si 13.476 10.912 8.045 0.004 0 0.009
Si 1.235 4.106 9.402 0.006 -0.002 0
Si 3.947 1.376 9.376 0.006 0 0.004
Si 1.253 9.56 9.393 0.003 0.002 0.004
Si 3.949 6.823 9.4 -0.008 -0.009 0.005
Si 1.235 14.994 9.375 -0.006 -0.001 -0.006
Si 3.978 12.268 9.379 0.008 -0.002 0.004
Si 6.665 4.093 9.389 -0.007 0.027 0.006
Si 9.384 1.354 9.389 0.009 0.011 -0.004
Si 6.674 9.544 9.395 0 -0.006 0.006
Si 9.379 6.811 9.369 -0.002 0.011 -0.011
Si 6.689 14.978 9.381 0.002 -0.005 0.004
Si 9.388 12.256 9.394 0.004 -0.003 0.005
Si 12.094 4.074 9.382 -0.008 -0.01 -0.007
Si 14.832 1.383 9.382 -0.004 -0.003 -0.002
Si 12.108 9.546 9.394 0.007 0.009 -0.002
Si 14.831 6.816 9.378 -0.017 -0.013 -0.011
Si 12.107 14.968 9.398 0.012 -0.004 0.008
Si 14.839 12.275 9.392 -0.004 0.005 -0.003

Results
total energy: -115454.111 eV
total energy less fixed offsets of O -438.35, Si -107.03 eV per atom: 12.229 eV
